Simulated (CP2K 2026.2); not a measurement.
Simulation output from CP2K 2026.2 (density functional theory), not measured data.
Periodic cell of 432 atoms, Si324O108, from a study of silicon, its oxide and their interface. The atomic structure is a simulated model.
Doubt: the forces sum to 3.55 eV/angstrom along one axis rather than to zero, so they err by at least 0.0082 eV/angstrom per atom on average; the grid cutoff is modest.

Settings: functional PBE; method Gaussian and plane waves; basis set DZVP-MOLOPT-SR-GTH; pseudopotentials GTH-PBE; grid cutoff 350 Ry, relative cutoff 50 Ry; k points Gamma only; occupations fixed; spin none; net charge 0.

Cell vectors (angstrom)
a	16.32	0	0
b	0	16.32	0
c	-5.469	-3.0207	29.5475

Atoms and the computed forces on them: element, x, y, z (angstrom), force x, y, z (eV/angstrom)
Si	-4.556	12.281	29.454	0.373	-0.266	0.701
Si	4.396	1.257	0.112	-0.234	0.004	0.723
Si	1.008	4.077	0.08	0.256	0.022	0.591
Si	3.91	6.973	0.023	0.16	-0.245	0.725
Si	1.751	9.246	0.042	-0.217	0.054	0.792
Si	-0.999	8.907	29.518	-0.199	0.223	0.7
Si	6.569	15.353	0.07	0.029	-0.209	0.706
Si	9.148	1.621	0.293	0.212	0.106	0.728
Si	7.073	3.876	0.089	-0.126	0.187	0.732
Si	9.978	6.539	0.142	-0.286	0.042	0.786
Si	6.748	9.759	0.2	0.019	-0.275	0.649
Si	9.524	11.994	0.04	-0.036	0.242	0.614
Si	12.361	14.719	0.04	-0.16	0.15	0.742
Si	15.01	1.138	0.406	-0.034	0.052	0.769
Si	6.708	1.239	29.517	0.173	-0.324	0.662
Si	9.821	3.431	29.511	-0.087	0.157	0.731
Si	11.824	9.846	0.1	0.107	-0.019	0.721
Si	9.126	9.483	29.435	0.23	-0.179	0.77
Si	2.681	0.015	1.188	0.013	0.009	-0.051
Si	5.53	2.747	1.485	0.021	-0.014	-0.069
Si	2.699	5.338	1.243	-0.044	0.001	-0.022
Si	5.487	8.128	1.346	0.022	0.02	-0.031
Si	2.833	10.865	1.319	0.027	0.036	-0.068
Si	5.461	13.635	1.281	-0.009	0.028	-0.031
Si	8.016	0.087	1.585	-0.003	-0.023	-0.043
Si	10.936	2.727	1.328	0.023	0.029	-0.051
Si	8.255	5.454	1.347	0.037	0.014	-0.073
Si	10.909	8.194	1.487	-0.014	0	-0.044
Si	8.164	10.914	1.584	0.039	-0.021	-0.002
Si	10.763	13.58	1.303	-0.006	-0.019	-0.018
Si	13.491	-0.149	1.53	-0.051	-0.021	0.006
Si	-0.088	2.709	1.584	0.015	-0.007	-0.004
Si	13.681	5.424	1.349	-0.017	0.043	-0.06
Si	0.055	8.124	1.246	0.008	-0.034	-0.079
Si	13.519	10.939	1.293	0.011	0.011	-0.071
Si	-0.06	13.583	1.218	-0.015	0.014	-0.08
Si	1.412	1.333	2.722	0.007	-0.043	0.034
Si	4.069	4.093	2.704	-0.013	0	0.005
Si	1.379	6.753	2.663	0.012	0.016	0.033
Si	4.149	9.512	2.735	-0.003	-0.005	0.018
Si	1.364	12.238	2.577	-0.007	0.011	0.001
Si	4.009	14.951	2.621	0.015	0.03	0.004
Si	6.745	1.415	2.957	-0.001	0.031	0.062
Si	9.597	4.095	2.741	-0.01	-0.03	0.04
Si	6.843	6.781	2.7	0.014	-0.022	0.008
Si	9.5	9.477	2.849	-0.007	0.007	0.039
Si	6.788	12.351	2.781	-0.024	0.005	0.02
Si	9.484	14.976	2.723	0.008	-0.005	0.004
Si	12.187	1.342	2.764	0.001	0.005	-0.002
Si	14.899	4.097	2.852	-0.028	0.01	0.04
Si	12.346	6.829	2.737	0	-0.035	0.037
Si	14.959	9.521	2.574	-0.012	-0.008	-0.032
Si	12.173	12.259	2.717	-0.012	0.012	0.038
Si	14.961	14.852	2.77	0.019	-0.023	0.033
Si	0.016	-0.032	4.063	-0.045	0	-0.025
Si	2.739	2.713	4.086	-0.003	0.001	-0.013
Si	0.012	5.462	4.104	0.041	0.028	-0.016
Si	2.733	8.141	4.04	0	-0.036	-0.035
Si	0.003	10.872	3.963	0.001	0.008	-0.016
Si	2.683	13.59	4.012	0.014	0.006	-0.013
Si	5.336	-0.029	4.116	-0.019	-0.018	-0.035
Si	8.213	2.77	4.162	0.024	-0.005	-0.029
Si	5.447	5.445	4.058	0.019	-0.018	-0.001
Si	8.128	8.125	4.146	0.006	0.006	-0.007
Si	5.454	10.912	4.095	0.004	-0.018	-0.007
Si	8.163	13.647	4.139	-0.007	-0.005	0.004
Si	10.836	-0.004	4.112	0.013	-0.006	0.008
Si	13.551	2.693	4.139	-0.016	0.019	-0.004
Si	10.937	5.469	4.092	-0.013	0.017	-0.046
Si	13.675	8.201	4.068	0.002	-0.003	0.003
Si	10.879	10.878	4.123	0.042	0.015	-0.018
Si	13.571	13.549	4.118	-0.033	0.012	-0.017
Si	1.371	-1.373	16.3	0	0.036	0.007
Si	4.06	1.296	16.324	0.007	0.003	0.011
Si	1.372	4.109	16.285	-0.015	-0.02	0.004
Si	4.101	6.81	16.32	-0.013	0.018	-0.005
Si	1.357	9.53	16.247	-0.01	0.018	0.006
Si	4.118	12.234	16.344	0.016	-0.006	0.041
Si	6.818	-1.369	16.351	-0.015	-0.014	0.014
Si	9.503	1.348	16.363	-0.008	-0.013	0.011
Si	6.834	4.104	16.291	0.003	0.019	0.026
Si	9.481	6.808	16.341	-0.034	-0.015	0.045
Si	6.761	9.446	16.362	-0.015	0.006	0.005
Si	9.507	12.233	16.311	0.032	-0.003	0.026
Si	12.193	-1.374	16.266	0.011	-0.003	0.025
Si	-1.335	1.436	16.241	0.012	-0.005	0.006
Si	12.23	4.071	16.301	0.045	-0.009	0.022
Si	-1.402	6.784	16.286	-0.002	0.013	0.029
Si	12.283	9.579	16.281	0.01	-0.001	-0.012
Si	-1.362	12.244	16.341	0.001	-0.01	0
Si	2.691	-0.059	17.729	0.04	0.009	-0.017
Si	5.499	2.67	17.565	0.016	-0.02	-0.002
Si	2.721	5.474	17.642	-0.027	-0.013	0.011
Si	5.432	8.074	17.802	0.056	0.016	0.03
Si	2.755	10.81	17.632	-0.021	-0.021	-0.031
Si	5.475	13.603	17.739	-0.017	-0.011	-0.021
Si	8.169	-0.036	17.758	0.001	0.003	-0.011
Si	10.866	2.744	17.686	-0.007	0.012	0.008
Si	8.093	5.477	17.759	-0.011	-0.002	-0.032
Si	10.918	8.212	17.574	-0.002	0.01	-0.019
Si	8.147	10.83	17.636	-0.006	-0.007	-0.016
Si	10.859	13.592	17.685	-0.005	0.035	-0.03
Si	-2.734	0.057	17.486	-0.003	-0.001	-0.044
Si	-0.002	2.796	17.65	-0.024	-0.007	-0.02
Si	-2.722	5.392	17.682	0.017	0	-0.014
Si	-0.07	8.225	17.565	0.009	-0.009	-0.006
Si	-2.728	10.917	17.734	-0.022	-0.01	0.003
Si	0.035	13.596	17.672	-0.002	-0.006	-0.003
Si	1.296	1.388	18.993	-0.009	-0.001	0.03
Si	4.139	4.045	18.85	0.01	0.032	0.02
Si	1.275	6.865	18.883	0.005	-0.001	0.041
Si	4.018	9.421	19.1	-0.034	0.007	0.052
Si	1.448	12.206	18.974	-0.016	0.024	0.049
Si	4.09	-1.387	19.144	-0.012	-0.031	0.046
Si	6.795	1.359	19.061	0.003	0.011	0.061
Si	9.511	4.113	19.051	-0.013	0.001	0.047
Si	6.73	6.75	19.314	0.023	-0.018	0.062
Si	9.56	9.511	18.958	0.009	0.008	0.034
Si	6.814	12.142	19.043	-0.038	0.014	0.057
Si	9.53	-1.401	19.132	0.003	-0.011	0.075
Si	12.29	1.366	18.932	0.015	-0.015	0.035
Si	-1.326	4.098	19.124	0.007	0.037	0.06
Si	12.212	6.824	18.921	0.009	-0.003	0.032
Si	-1.352	9.547	19.064	-0.021	0.038	0.034
Si	12.208	12.265	19.1	0.035	-0.034	0.046
Si	-1.4	-1.275	18.84	-0.011	-0.007	0.044
Si	-0.343	0.268	20.223	0.122	-0.014	-0.711
Si	2.915	2.581	20.153	-0.183	0.074	-0.697
Si	-0.229	5.829	20.335	0.082	-0.313	-0.793
Si	2.33	8.321	20.369	0.269	-0.128	-0.763
Si	0.308	10.692	20.315	-0.267	0.115	-0.738
Si	3.053	13.194	20.375	-0.066	0.227	-0.767
Si	5.127	0.34	20.381	0.211	-0.266	-0.726
Si	7.994	2.909	20.369	0.155	-0.189	-0.782
Si	5.583	4.926	20.486	-0.128	0.433	-0.76
Si	8.478	8.004	20.375	-0.327	0.006	-0.707
Si	5.255	10.94	20.357	0.187	-0.135	-0.704
Si	8.372	13.253	20.388	-0.069	0.197	-0.748
Si	11.216	-0.193	20.289	-0.288	0.043	-0.76
Si	-2.523	2.485	20.344	-0.073	0.196	-0.754
Si	10.647	5.758	20.286	0.023	-0.122	-0.773
Si	-2.568	7.925	20.273	-0.127	0.274	-0.678
Si	10.612	11.06	20.39	0.284	-0.145	-0.703
Si	-2.913	13.961	20.219	0.042	-0.258	-0.717
Si	7.697	-0.751	27.608	0.023	0.149	0.013
Si	-2.917	2.209	25.769	-0.029	-0.03	-0.017
Si	0.895	1.245	25.15	-0.021	-0.004	0.035
Si	7.912	-1.577	22.987	-0.021	0.029	0.002
Si	0.482	2.872	27.525	0.005	-0.102	-0.036
Si	-1.625	12.043	22.112	0.059	-0.008	-0.002
Si	2.301	10.52	27.388	-0.079	-0.058	0.064
Si	6.927	6.025	26.725	-0.013	0.042	0.038
Si	9.417	1.046	22.419	0.039	0.089	-0.063
Si	3.968	12.155	25.304	-0.021	-0.061	0.076
Si	10.59	2.535	24.678	0.213	0.039	0.017
Si	6.831	11.412	24.864	0.135	-0.042	-0.051
Si	7.041	9.662	22.616	0.041	0.053	-0.038
Si	1.661	6.454	22.648	0	0.063	-0.202
Si	9.507	4.55	26.645	0.035	0.02	0.117
Si	9.981	8.977	26.432	-0.079	0.1	0.218
Si	5.266	-0.46	23.393	-0.077	0.071	-0.085
Si	7.155	8.662	25.313	-0.043	0.069	-0.011
Si	-0.655	9.508	26.585	0.139	0.068	0.117
Si	3.432	4.163	22.583	0.121	-0.035	-0.178
Si	-2.68	-0.04	27.56	-0.099	-0.017	-0.08
Si	0.068	6.863	25.128	0.048	0.11	0.033
Si	-2.44	5.187	24.903	-0.174	-0.121	0.016
Si	-2.618	11.141	24.713	-0.011	-0.159	-0.04
Si	5.327	-2.756	27.673	0.101	-0.153	0.051
Si	-3.663	9.9	22.229	-0.107	-0.026	0.081
Si	4.512	4.237	26.691	-0.023	-0.044	0.048
Si	-4.079	4.182	22.532	0.05	-0.081	-0.128
Si	-4.479	6.619	26.677	-0.089	-0.042	0.05
Si	2.652	-2.298	23.309	0.065	0.021	-0.073
Si	-1.54	-0.143	25.057	-0.003	-0.105	0.061
Si	8.859	-2.603	25.511	0.049	-0.104	0.098
Si	3.918	1.924	24.83	-0.177	0.002	-0.11
Si	11.265	11.865	26.411	-0.039	-0.043	0.13
Si	0.254	-0.478	23.076	-0.013	0.065	-0.053
Si	2.052	5.473	27.155	0.022	-0.088	-0.002
Si	1.356	14.936	5.427	0.012	0	-0.007
Si	4.046	1.357	5.484	-0.007	-0.024	0.015
Si	1.366	4.074	5.435	-0.001	0	-0.002
Si	4.089	6.803	5.424	0.004	0.011	-0.003
Si	1.354	9.519	5.372	-0.014	0.003	-0.02
Si	4.049	12.249	5.414	-0.006	0.021	-0.004
Si	6.76	14.977	5.467	0.001	0.024	-0.001
Si	9.514	1.357	5.499	0.02	0.019	0.005
Si	6.801	4.11	5.464	-0.004	0.01	-0.009
Si	9.539	6.791	5.462	0.002	-0.013	0.003
Si	6.791	9.535	5.465	-0.007	0.002	0.001
Si	9.515	12.248	5.467	0.01	0.001	0.002
Si	12.233	14.96	5.449	0.002	0.002	-0.007
Si	14.969	1.336	5.433	0.011	-0.011	-0.002
Si	12.23	4.083	5.485	-0.007	-0.012	-0.002
Si	14.992	6.833	5.455	0.005	0.001	0.007
Si	12.273	9.523	5.44	-0.014	-0.017	0
Si	14.968	12.187	5.413	0.002	-0.019	-0.012
Si	2.69	-0.017	6.815	-0.011	0.021	0.005
Si	5.443	2.72	6.808	0.016	-0.026	-0.01
Si	2.732	5.436	6.789	0.001	-0.007	-0.005
Si	5.425	8.166	6.803	-0.005	0.015	0.001
Si	2.698	10.877	6.765	0.004	-0.003	0.004
Si	5.414	13.591	6.801	0.002	-0.005	-0.01
Si	8.129	0.007	6.83	-0.012	0.017	0
Si	10.878	2.721	6.842	-0.005	-0.001	-0.001
Si	8.163	5.453	6.828	0.002	-0.003	-0.006
Si	10.899	8.166	6.799	0.003	0.009	-0.002
Si	8.16	10.882	6.82	0.004	-0.014	0.002
Si	10.879	13.606	6.817	0	-0.007	0
Si	13.604	-0.008	6.804	-0.009	0.006	0.001
Si	0.001	2.714	6.792	0.001	-0.003	-0.001
Si	13.617	5.455	6.801	-0.004	0.005	-0.004
Si	0.025	8.187	6.8	-0.006	-0.013	0.004
Si	13.62	10.866	6.812	0.021	-0.011	0.004
Si	-0.008	13.573	6.775	-0.01	0.007	-0.002
Si	1.345	1.355	8.167	-0.01	-0.014	0.004
Si	4.082	4.08	8.161	0.001	0.007	0
Si	1.373	6.804	8.148	0.007	0.02	0.001
Si	4.06	9.527	8.146	0.009	-0.019	-0.003
Si	1.355	12.232	8.146	-0.011	-0.011	0.001
Si	4.067	14.956	8.165	0.004	0.011	0.001
Si	6.787	1.368	8.186	0.01	0	0.009
Si	9.509	4.08	8.185	-0.017	-0.019	0.006
Si	6.795	6.816	8.167	0.011	0.007	0
Si	9.532	9.521	8.163	0.003	0.008	-0.002
Si	6.784	12.239	8.164	-0.007	-0.005	-0.004
Si	9.507	14.961	8.169	-0.001	-0.002	-0.008
Si	12.25	1.357	8.172	0.012	0.016	0.002
Si	-1.351	4.082	8.154	0.007	-0.004	-0.006
Si	12.248	6.803	8.163	-0.007	-0.008	-0.003
Si	-1.346	9.519	8.173	-0.011	0.007	0.011
Si	12.25	12.239	8.159	0.006	0.002	-0.008
Si	-1.358	14.941	8.149	-0.003	0.005	-0.003
Si	-0.01	-0.01	9.518	0.001	0.017	0.003
Si	2.72	2.714	9.516	-0.004	-0.013	-0.004
Si	0.007	5.446	9.51	-0.008	-0.01	-0.005
Si	2.722	8.159	9.517	-0.002	0.004	0.001
Si	0.005	10.886	9.524	-0.005	-0.002	0.007
Si	2.711	13.591	9.515	0.006	-0.003	-0.003
Si	5.428	-0.007	9.527	0.001	0.002	-0.006
Si	8.152	2.721	9.539	-0.008	0.001	0.001
Si	5.441	5.442	9.522	0.008	-0.006	0.001
Si	8.162	8.167	9.521	-0.008	-0.003	0.002
Si	5.427	10.874	9.514	-0.002	0.003	0
Si	8.149	13.597	9.524	0.005	0.005	0.002
Si	10.875	0.002	9.522	0.002	0.004	-0.001
Si	13.609	2.725	9.52	-0.002	0.001	0
Si	10.88	5.446	9.522	0.003	0.009	-0.005
Si	13.604	8.162	9.522	0.014	0	0.001
Si	10.885	10.884	9.52	0.001	-0.01	-0.001
Si	13.603	13.597	9.521	-0.004	0.001	0.005
Si	1.36	14.959	10.875	-0.013	0.003	-0.005
Si	4.079	1.358	10.884	0.006	-0.008	0.002
Si	1.362	4.079	10.869	0.012	0.008	-0.005
Si	4.08	6.8	10.88	-0.001	0.008	-0.004
Si	1.366	9.523	10.875	-0.005	-0.006	-0.002
Si	4.074	12.235	10.876	0	0.002	-0.003
Si	6.79	14.953	10.885	-0.005	0.012	0
Si	9.514	1.358	10.885	-0.009	0.013	0.002
Si	6.793	4.081	10.891	0.011	-0.011	0.005
Si	9.513	6.8	10.88	0.002	0.004	0
Si	6.798	9.524	10.876	0.001	0.002	-0.003
Si	9.518	12.24	10.88	0.001	-0.006	0.001
Si	12.237	14.96	10.875	0.001	-0.005	-0.005
Si	-1.364	1.355	10.88	-0.001	-0.004	0.002
Si	12.244	4.085	10.872	0.001	-0.014	0.001
Si	-1.355	6.805	10.874	-0.019	0.003	0.003
Si	12.236	9.519	10.879	0.004	0.002	-0.002
Si	-1.356	12.243	10.883	0.009	-0.002	0.004
Si	2.73	-0.012	12.238	0	0.012	-0.001
Si	5.439	2.715	12.25	-0.007	0.002	0.003
Si	2.724	5.429	12.235	-0.011	-0.01	0.005
Si	5.441	8.164	12.233	0.013	-0.001	-0.006
Si	2.718	10.882	12.24	0.006	-0.009	0
Si	5.442	13.578	12.241	-0.014	-0.013	0.001
Si	8.141	0.004	12.24	0.012	-0.015	0
Si	10.883	2.722	12.226	0.005	0.005	-0.001
Si	8.161	5.434	12.243	-0.007	0.005	0
Si	10.863	8.167	12.237	-0.008	-0.014	0
Si	8.16	10.879	12.241	0	0.008	0.003
Si	10.874	13.608	12.235	0.013	0.015	-0.005
Si	13.594	-0.003	12.239	-0.013	0.006	0.007
Si	0.001	2.721	12.227	-0.004	-0.009	-0.002
Si	13.589	5.46	12.229	0.013	-0.002	0
Si	0.011	8.163	12.23	0.006	0.017	0
Si	13.6	10.877	12.23	-0.007	-0.002	0.002
Si	0.001	13.611	12.24	0.005	0.005	0.005
Si	1.371	1.36	13.579	0.003	-0.009	0.009
Si	4.078	4.07	13.607	0.003	-0.005	-0.002
Si	1.372	6.801	13.585	0	0.002	-0.006
Si	4.087	9.528	13.594	-0.017	0.011	0.002
Si	1.362	12.252	13.594	-0.014	0.002	-0.004
Si	4.09	-1.381	13.597	0.013	-0.001	-0.001
Si	6.795	1.359	13.62	-0.007	0.008	0.004
Si	9.533	4.074	13.596	0.003	-0.02	0.004
Si	6.794	6.797	13.587	0.004	0.002	0.003
Si	9.509	9.52	13.61	-0.003	0.001	0.004
Si	6.801	12.221	13.613	0.009	-0.004	0
Si	9.497	-1.358	13.59	-0.001	0.002	0.004
Si	12.224	1.356	13.588	0.005	0	0.001
Si	-1.362	4.1	13.566	-0.017	-0.004	0
Si	12.211	6.808	13.596	0	0.015	0.006
Si	-1.355	9.519	13.583	0.004	-0.009	0.008
Si	12.244	12.247	13.58	-0.007	-0.01	0.007
Si	-1.36	-1.353	13.605	-0.002	0.004	0
Si	0.02	0.013	14.945	-0.012	0.015	-0.001
Si	2.722	2.698	14.966	0.011	-0.003	0.006
Si	-0.005	5.454	14.933	0.006	0.003	0.009
Si	2.738	8.158	14.94	0.003	-0.012	-0.004
Si	-0.013	10.903	14.937	-0.004	-0.002	-0.007
Si	2.742	13.58	14.967	-0.003	-0.016	0.011
Si	5.444	-0.032	14.969	-0.002	-0.003	0.008
Si	8.183	2.717	14.963	0.004	0.005	0.001
Si	5.442	5.441	14.951	-0.006	-0.012	0.004
Si	8.136	8.148	14.962	0	-0.006	-0.003
Si	5.45	10.854	14.984	0.004	0.001	-0.005
Si	8.154	13.597	14.962	-0.002	0.01	-0.001
Si	10.842	0.008	14.947	-0.012	0.001	0.001
Si	-2.734	2.747	14.905	0.009	-0.002	-0.008
Si	10.857	5.448	14.976	-0.007	0.007	0.013
Si	-2.73	8.166	14.93	0.004	0.009	-0.008
Si	10.881	10.901	14.941	0.011	0.011	0.002
Si	-2.721	13.595	14.956	0.001	-0.001	-0.001
O	3.172	9.48	28.296	-0.036	-0.046	-0.073
O	6.479	7.451	26.12	-0.561	0.035	-0.193
O	-3.301	8.443	21.646	-0.319	-0.404	0.409
O	-1.537	10.58	25.761	0.005	0.206	0.199
O	6.848	3.961	20.864	0.137	0.223	0.204
O	5.563	2.356	29.229	-0.124	0.191	-0.462
O	2.583	7.443	21.733	0.602	0.159	0.459
O	9.537	3.346	25.582	-0.422	-0.364	0.092
O	6.644	8.578	23.765	-0.329	-0.527	-0.024
O	6.772	10.137	25.882	-0.173	-0.006	0.42
O	10.75	0.651	21.603	0.319	0.336	0.21
O	-1.203	-0.916	23.68	-0.454	-0.317	-0.256
O	2.682	-0.285	29.154	0.041	0.177	-0.6
O	3.968	1.448	20.689	0.111	0.049	0.198
O	3.963	-1.382	23.389	0.104	0.13	0.113
O	1.582	4.021	27.691	0.312	0.034	0.212
O	10.88	2.247	29.059	-0.158	-0.082	-0.392
O	-1.434	1.346	20.818	0.029	0.039	0.537
O	-1.571	-0.761	28.47	0.304	-0.018	-0.072
O	9.588	8.833	28.008	0.193	-0.243	-0.068
O	-3.095	5.067	23.439	0.319	0.489	-0.1
O	10.936	5.284	26.634	0.328	-0.37	-0.047
O	-2.509	3.752	25.652	0.024	0.072	0.272
O	-3.362	9.983	23.817	-0.402	-0.523	0.199
O	9.496	12.156	20.868	-0.15	-0.093	0.141
O	4.584	13.272	26.289	-0.153	0.582	-0.349
O	5.82	10.155	21.677	-0.136	-0.116	0.136
O	7.333	0.782	28.048	-0.051	0.314	-0.384
O	11.421	5.165	21.574	-0.1	0.278	0.372
O	11.166	10.335	21.763	-0.138	0.064	0.3
O	-3.167	6.296	25.817	0.296	0.267	0.081
O	-1.462	6.826	20.741	-0.067	-0.248	0.521
O	7.609	13.762	21.739	-0.263	-0.221	0.294
O	2.485	3.457	21.462	-0.54	0.046	0.148
O	5.277	11.684	24.47	-0.251	0.077	-0.635
O	4.205	12.109	20.817	0.103	0.066	0.467
O	10.208	13.076	26.148	0.046	0.14	0.154
O	8.763	8.577	25.453	0.244	-0.223	-0.424
O	3.341	5.248	26.203	-0.104	0.232	-0.754
O	9.049	-2.214	23.95	0.634	0.076	-0.107
O	-0.87	3.432	28.19	-0.328	-0.167	-0.45
O	-2.447	1.538	27.187	0.104	0.544	0.212
O	0.573	5.655	21.74	-0.162	-0.169	0.445
O	0.581	1.063	23.555	-0.14	0.68	-0.414
O	8.397	5.629	26.208	0.209	0.441	-0.557
O	9.793	1.334	23.958	-0.283	-0.361	0.421
O	-0.024	-2.899	29.088	-0.04	0.028	-0.537
O	4.144	-2.43	28.689	-0.451	-0.287	-0.083
O	-3.239	3.106	21.667	-0.086	0.006	0.321
O	2.514	1.206	25.248	0.17	-0.246	0.301
O	-4.064	0.014	28.401	-0.38	-0.634	-0.141
O	12.313	-1.293	20.809	-0.111	0.092	0.467
O	1.906	11.792	28.309	0.103	0.516	-0.1
O	4.429	2.729	26.132	0.232	-0.293	0.232
O	9.559	6.859	20.843	0.18	0.152	0.449
O	8.129	8.94	21.672	0.44	-0.089	0.194
O	-2.587	-0.816	26.117	-0.335	-0.421	-0.298
O	0.947	7.284	23.835	0.041	0.37	-0.151
O	-4.177	6.971	28.222	-0.289	0.556	0.062
O	-3.794	11.992	25.411	0.139	0.592	-0.018
O	2.869	12.768	24.297	-0.252	-0.4	0.02
O	-1.78	12.098	23.708	0.506	0.604	0.456
O	1.351	-1.459	23.738	-0.083	-0.237	0.359
O	2.265	6.343	28.503	0.647	0.213	-0.09
O	5.631	-0.042	21.874	0.455	0.16	0.172
O	8.676	-1.217	28.778	0.108	-0.014	0.028
O	8.698	2.313	21.717	0.149	0.114	0.446
O	0.957	6.242	26.3	-0.116	0.074	0.038
O	6.261	-1.465	27.561	-0.066	0.336	0.065
O	8.036	10.652	29.057	0.183	-0.149	-0.412
O	7.577	10.95	23.476	0.188	0.316	-0.168
O	-4.383	11.828	27.894	0.185	-0.037	-0.109
O	4.986	0.798	24.37	0.531	0.229	0.338
O	4.706	4.908	21.874	0.042	0.195	0.452
O	-2.664	5.065	29.109	-0.093	0.105	-0.215
O	2.592	5.321	23.316	-0.117	0.151	0.592
O	11.146	7.93	26.067	0.282	0.225	-0.321
O	11.196	3.445	23.499	-0.142	0.271	-0.222
O	1.331	9.532	20.841	-0.059	-0.167	0.511
O	-1.422	9.406	28.019	-0.61	0.053	-0.242
O	0.373	2.575	25.929	-0.114	0.403	-0.244
O	-0.175	11.515	21.651	0.263	0.211	0.516
O	6.566	-1.31	23.861	-0.073	-0.404	0.655
O	8.415	-0.195	22.35	-0.147	0.052	-0.385
O	7.631	12.633	25.563	-0.255	-0.025	0.224
O	6.212	12.334	28.242	0.131	-0.261	-0.461
O	0.957	1.526	28.292	0.001	-0.19	-0.046
O	3.241	10.986	26.156	0.031	-0.124	-0.075
O	3.815	3.019	23.645	-0.053	0.056	-0.15
O	5.209	7.892	29.123	0.216	0.052	-0.18
O	10.466	10.485	26.149	-0.247	0.151	-0.191
O	9.171	3.993	28.125	-0.58	0.228	0.074
O	-2.175	1.306	24.643	-0.036	0.25	-0.835
O	2.371	13.598	21.785	-0.597	-0.09	-0.105
O	0.304	-0.542	21.48	0.214	-0.412	0.003
O	10.663	-2.852	29.29	-0.135	0.285	-0.169
O	0.91	9.9	26.818	-0.013	0.09	0.029
O	-0.942	5.695	24.681	0.332	-0.165	-0.12
O	4.258	4.266	28.281	-0.022	0.211	0.041
O	6.971	6.11	28.33	0.53	-0.213	-0.042
O	-2.68	10.969	21.513	-0.215	0.107	-0.77
O	-0.694	8.149	25.721	-0.231	-0.019	-0.245
O	8.468	-1.204	26.257	0.323	0.246	-0.235
O	0.15	7.785	29.189	-0.092	0.07	-0.202
O	5.928	4.855	26.263	0.229	-0.023	-0.433
O	-4.52	2.021	25.621	-0.146	-0.175	0.273
O	-1.995	13.466	21.477	0.152	0.221	0.354
O	-0.07	0.073	25.792	0.038	-0.252	0.343

Results
total energy: -82019.623 eV
total energy less fixed offsets of O -438.35, Si -107.03 eV per atom: -0.103 eV
